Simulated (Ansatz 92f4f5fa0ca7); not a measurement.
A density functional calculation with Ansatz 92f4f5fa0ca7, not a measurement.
Periodic cell of 180 atoms, Si99O81, from a study of silicon, its oxide and their interface. The atomic structure is a simulated model.

Settings
functional: PBE
potential files: Ansatz PAW
basis: plane waves
wave-function cutoff: 700 eV
density cutoff ratio: 5
exchange-correlation grid ratio: 2
k mesh: 2 x 2 x 1, shifted by 0.5 0.5 0.5 of a step
self-consistency stop: 5e-08 eV per atom in the density residual
occupations: Fermi-Dirac, 0.05 eV
spin: none
net charge: 0

Cell vectors (angstrom)
a 11.5983 0 0
b 0 11.5983 0
c -0.118 -2.2973 25.2691

Atoms: element, x, y, z (angstrom)
Si 0.0783 -2.4568 0.5929
Si -0.1248 -0.1196 0.3428
Si 3.0997 3.5623 0.2067
Si 4.3436 9.8738 0.6363
Si 2.4985 1.3153 0.704
Si 4.842 0.7649 0.818
Si 7.9702 9.0803 0.9932
Si 7.2334 2.0407 -0.9872
Si 8.2737 4.554 0.0602
Si 2.2096 8.8737 1.7226
Si 1.5645 0.7901 2.7525
Si 1.2335 4.7099 2.1324
Si 5.9461 9.0011 2.1546
Si 9.208 0.0216 -0.1555
Si 5.699 5.3805 1.0491
Si 9.9542 8.4509 2.1052
Si 10.7885 0.558 2.5021
Si 10.4521 4.4228 2.1285
Si 2.0939 -1.2671 3.6973
Si 1.9439 2.8736 3.582
Si 2.0316 6.7517 3.0373
Si 6.0151 -0.9126 3.8239
Si 5.7868 1.3911 3.0943
Si 5.7028 6.7753 3.0014
Si 9.9219 -1.3102 3.6874
Si 9.9316 2.5174 3.4431
Si 9.8236 6.4096 3.2953
Si 0.146 -1.2957 5.1412
Si 0.1222 2.5089 4.9903
Si 0.2621 6.4923 4.5631
Si 4.0722 -1.2099 5.0685
Si 4.0224 2.3803 4.4785
Si 3.8948 6.4892 4.4795
Si 7.9652 -1.1531 5.1767
Si 7.8068 2.3079 4.4645
Si 7.6532 6.5132 4.3922
Si 0.1161 8.1915 6.1284
Si 0.1477 0.701 6.5343
Si 0.2622 4.5716 6.0304
Si 4.0205 8.2584 6.0883
Si 4.0077 0.8464 6.2787
Si 4.0106 4.4088 5.7183
Si 7.7632 8.2622 6.1441
Si 7.9632 0.8938 6.5239
Si 7.7304 4.4442 5.5719
Si 2.0674 8.1486 7.4128
Si 2.1828 0.6022 7.7457
Si 2.2211 4.2183 7.348
Si 5.8276 8.2101 7.6278
Si 5.9051 1.771 7.5283
Si 5.9298 4.1818 7.0568
Si 9.7343 7.2409 6.9631
Si 9.8801 1.0672 8.0575
Si 9.7039 4.9185 6.8259
Si 0.3226 -1.9662 9.8039
Si 2.6694 2.4964 9.0847
Si 2.3955 6.1154 8.6092
Si 4.7292 -2.045 9.5521
Si 4.8768 1.9314 9.6752
Si 5.5762 6.0538 8.5776
Si 10.612 -0.073 10.0624
Si 9.7315 3.2215 9.4735
Si 10.0752 7.4403 9.2208
Si 2.4092 -1.5581 8.7584
Si 0.5237 2.3951 11.1499
Si 0.2845 6.8968 10.6099
Si 5.2264 -0.0965 10.8782
Si 5.9095 3.3526 11.2423
Si 5.9914 6.104 10.9149
Si 8.1728 -0.0186 12.1935
Si 8.1959 4.0191 11.0973
Si 8.395 6.3336 11.3622
Si 3.1116 1.8676 22.425
Si 5.1594 8.2015 11.5192
Si -1.445 7.1076 12.7786
Si 4.4037 10.1258 13.4755
Si 1.9119 10.7767 15.1578
Si 10.1481 7.0412 18.1215
Si 7.1342 9.27 13.6219
Si 5.0608 2.5151 20.5628
Si 2.3088 1.993 19.7993
Si 10.4217 1.6608 16.6704
Si -1.6322 4.1264 17.8461
Si 9.2182 7.9342 15.3344
Si 10.9838 9.7788 13.988
Si 6.0211 5.0911 21.323
Si 7.3587 3.6321 19.2113
Si 2.1615 7.3803 21.4659
Si 7.8839 3.0289 16.4694
Si 11.6741 1.1435 13.9447
Si 7.5069 9.1576 22.5913
Si 4.81 7.5621 22.7921
Si -0.2035 6.2104 22.794
Si 9.5385 7.8158 20.9044
Si 7.0869 4.6784 24.2294
Si 0.3379 8.9075 19.5506
Si 1.7635 4.3808 21.4478
Si 0.917 11.4885 17.9386
Si 7.4603 2.6411 13.4731
O 1.8414 4.5444 0.5841
O 7.1501 4.6073 1.2704
O 5.7881 1.5747 -0.3559
O 4.4763 4.306 0.7993
O 8.4742 1.4802 -0.0557
O 9.734 4.1316 0.6299
O 8.3744 10.6922 0.9213
O 10.5562 9.0379 9.051
O 9.6786 4.54 8.4653
O 6.8163 -0.0281 11.2925
O 2.0191 2.7784 10.6266
O 1.4834 5.9709 10.0017
O 3.9577 6.0729 9.094
O 9.3542 -0.0462 11.0998
O 11.0668 3.4317 10.4592
O 8.6178 7.2677 9.984
O 0.6844 10.4247 19.1283
O 2.5841 3.4368 22.5282
O 1.2269 0.7242 -0.3162
O 4.5531 9.3147 -0.9729
O 7.3354 10.7818 22.7383
O 8.3421 3.7201 24.6341
O 0.3028 4.8012 22.0931
O 8.7686 -0.6092 -1.6087
O 7.5462 3.6272 -1.079
O 6.002 8.6449 22.9103
O 3.4528 8.1528 22.0956
O 8.1225 8.5904 21.1996
O 11.9463 2.2347 12.7682
O 1.6805 8.1943 20.1387
O 4.0894 8.6747 12.7292
O 8.3018 10.306 13.2025
O 10.8771 -0.2428 13.513
O 4.3598 -0.3067 12.3067
O 1.8696 10.8316 16.786
O 6.648 8.6471 12.1822
O 5.1366 4.791 11.5499
O 5.8524 10.052 14.2459
O 10.8208 1.8935 15.1072
O 10.7546 5.5264 18.0173
O 8.2472 1.2475 13.2043
O 9.9303 6.7856 14.3808
O 0.2171 0.9306 10.5346
O 5.9954 2.5931 12.7309
O -1.0197 8.7405 12.7809
O 6.6269 2.4039 20.0687
O 7.7129 8.2074 14.7226
O 11.013 2.9099 17.56
O 9.0013 3.6731 19.12
O 8.9859 4.2556 16.5187
O -0.859 8.9176 20.6712
O 3.9221 2.1333 19.4391
O 0.9311 9.6227 14.5289
O 8.774 1.6522 16.7671
O 1.5139 12.2517 14.5568
O 3.4051 10.4292 14.6921
O 5.7498 4.0952 25.0128
O 6.8131 3.3683 17.6695
O 2.5086 5.8108 21.1096
O 1.632 3.479 20.0696
O -0.5157 11.8863 17.2434
O 0.9529 7.3569 22.5651
O 2.2002 1.1697 21.2359
O -0.1616 6.3159 12.1035
O 9.1777 7.4029 16.8611
O 1.6 1.215 18.5806
O 9.2491 7.0831 19.4752
O 5.3762 6.5096 21.688
O 7.4903 6.1829 24.7297
O 8.4127 3.8006 12.7904
O -0.2298 8.3271 -0.8641
O 2.9989 1.1494 23.8492
O 6.8956 4.6216 22.6179
O 10.0455 9.3522 15.2729
O 4.8026 4.0813 20.9623
O 0.8768 8.4376 10.8236
O -1.5774 6.7258 22.0361
O 6.9456 5.0437 19.9614
O 7.153 2.9222 15.0415
O 4.6916 1.7014 21.9385
O 11.3994 8.0834 18.2329

Results
free energy: -109001.048 eV
free energy less fixed offsets of O -569.03, Si -635.61 eV per atom: 15.772 eV
pressure: 0.05 GPa
stress xx, yy, zz, yz, xz, xy (GPa, positive in tension): 0.35, -0.71, 0.2, 0, 0.12, 0.56

Forces (eV/angstrom), in the order of the atoms: element, x, y, z
Si 0.0513 -0.258 -0.2032
Si 0.2197 0.4138 -0.2885
Si -0.365 0.2594 -0.1061
Si 0.3387 -0.5743 -0.4221
Si -0.2183 0.0549 0.0401
Si 0.3076 0.1422 -0.3261
Si -0.0293 -0.0731 -0.2278
Si 0.3645 -0.3732 -0.5309
Si 0.0276 0.0723 -0.2784
Si -0.0082 0.1425 0.377
Si -0.2227 -0.3178 -0.1433
Si 0.6095 -0.0811 -0.2056
Si -0.1564 -0.1366 0.2216
Si -0.0627 0.1007 -0.7648
Si -0.1386 0.3425 0.4762
Si -0.0815 0.0248 0.2071
Si 0.3704 -0.1343 -0.0806
Si -0.5477 0.0727 0.0179
Si 0.169 0.1009 0.2108
Si -0.1172 0.16 0.0372
Si 0.0478 -0.1118 -0.2136
Si 0.0481 0.0614 0.0342
Si -0.0162 -0.1474 0.4322
Si 0.1895 -0.0519 -0.0116
Si -0.0381 0.1101 0.1377
Si 0.2667 -0.0899 -0.0861
Si -0.0094 0.1009 -0.0178
Si 0.0523 -0.2434 -0.0622
Si -0.0256 0.3156 0.1453
Si -0.1426 0.0824 0.0308
Si -0.1538 -0.1619 -0.0794
Si 0.0686 0.1778 0.1037
Si 0.2113 0.0189 0.1189
Si 0.0038 -0.0019 -0.1775
Si -0.0748 0.0756 -0.0143
Si -0.002 0.0617 0.0263
Si -0.0338 -0.0227 0.2009
Si -0.0456 0.0384 -0.0426
Si 0.064 -0.3163 -0.0818
Si -0.1725 -0.0543 -0.0068
Si 0.0044 0.0639 0.0085
Si 0.2009 0.0272 -0.0044
Si -0.0415 -0.0417 -0.038
Si -0.0086 -0.077 -0.0209
Si -0.0296 -0.0614 -0.0959
Si 0.1674 -0.234 -0.0914
Si -0.0274 -0.0868 0.103
Si -0.0013 -0.1585 -0.2515
Si -0.213 0.0606 0.0196
Si -0.195 -0.015 -0.1482
Si 0.0334 0.1628 0.1556
Si -0.1532 0.2166 -0.0932
Si 0.0664 0.3882 -0.1718
Si 0.0044 0.2015 0.2509
Si 0.2902 0.3379 0.47
Si -0.2444 -0.1158 0.0697
Si -0.1368 0.5127 0.2948
Si -0.0959 -0.069 -0.1358
Si 0.4355 -0.1382 0.1195
Si -0.1147 -0.1915 0.3946
Si -0.1292 0.0533 -0.0157
Si 0.1379 -0.177 -0.177
Si -0.2974 -0.088 -0.6328
Si 0.3213 0.1449 0.0138
Si -0.1489 -0.0023 0.0391
Si 0.4975 -0.3936 0.4266
Si -0.311 -0.0932 -0.0547
Si -0.105 0.1411 0.0124
Si 0.0541 -0.0764 0.6957
Si 0.009 -0.1437 0.0287
Si 0.2771 -0.0674 0.14
Si -1.1671 0.0489 -0.3753
Si -0.0236 0.101 -0.1754
Si -0.2316 0.0726 0.1479
Si 0.2645 0.1458 0.7558
Si -0.1041 -0.1908 0.0169
Si -0.1274 0.0742 -0.0567
Si -0.0325 0.0637 -0.0222
Si -0.2607 -0.2274 0.0623
Si 0.0298 0.0192 -0.0959
Si 0.0037 -0.0336 -0.1334
Si 0.0484 -0.1107 -0.0071
Si 0.051 -0.0129 0.0058
Si -0.0724 0.0096 0.0697
Si 0.0474 0.0605 0.3117
Si -0.0454 0.0063 -0.1743
Si -0.0136 -0.0079 0.0212
Si 0.0409 -0.0469 -0.1066
Si 0.1496 -0.0282 0.1805
Si 0.1822 -0.1409 0.3982
Si 0.1366 0.078 -0.0662
Si 0.0304 0.0328 -0.286
Si 0.044 0.0943 -0.4974
Si -0.042 0.1681 -0.1237
Si 0.0515 0.0623 -0.2054
Si -0.0286 -0.0341 -0.0442
Si 0.0482 -0.0203 -0.0909
Si -0.0279 -0.007 -0.1587
Si -0.104 0.1409 0.1189
O -0.3091 0.1397 0.1341
O 0.0715 -0.0811 0.0037
O -0.178 -0.2373 0.2625
O -0.0934 -0.2259 -0.103
O -0.1577 0.2134 0.2347
O 0.1114 0.0331 0.1914
O -0.0975 -0.1904 -0.0378
O 0.0724 -0.1806 -0.0315
O -0.2383 -0.3211 0.0097
O 0.0518 0.0634 0.0695
O 0.1761 0.0765 -0.3459
O 0.0309 -0.0458 -0.2115
O 0.646 -0.0074 -0.0441
O 0.1868 0.1117 0.0049
O 0.1003 -0.0085 -0.0078
O 0.2124 0.28 -0.0547
O 0.0052 -0.0347 0.0843
O 0.0245 -0.0431 0.0439
O -0.2701 -0.198 0.2123
O -0.0945 0.1827 0.4131
O -0.1396 0.052 0.3279
O 0.0993 -0.0719 0.1098
O -0.039 0.1141 0.0948
O -0.0877 -0.0372 -0.0298
O 0.0174 0.1285 0.1368
O -0.109 -0.0117 0.1216
O -0.0201 -0.0027 0.1122
O -0.0017 -0.0755 0.0505
O -0.003 0.1403 -0.3228
O -0.0104 -0.0295 0.0367
O 0.1607 0.0539 -0.1431
O 0.0673 0.1616 -0.1396
O -0.0267 0.0006 -0.1217
O 0.2033 -0.0297 -0.32
O -0.0143 -0.0166 0.0236
O -0.0301 -0.0382 0.0265
O 0.1289 0.3727 -0.1807
O -0.0213 0.0559 -0.1257
O 0.0137 -0.0183 -0.1621
O -0.0296 -0.021 0.0265
O -0.0204 -0.0148 -0.0545
O -0.0002 0.0157 -0.1077
O 0.0717 0.0225 0.0286
O 0.0908 -0.0219 -0.2829
O -0.111 -0.2875 -0.2115
O -0.0466 0.0676 -0.0147
O 0.0296 0.0492 -0.1268
O -0.1025 0.0721 0.0148
O -0.0503 0.029 0.0254
O -0.0884 -0.0568 0.0377
O -0.0187 -0.0832 0.0253
O -0.0164 0.0052 0.077
O -0.1445 0.0497 -0.0886
O -0.0726 0.1044 -0.0143
O -0.1127 -0.027 -0.0407
O 0.091 -0.0092 -0.0189
O -0.0209 -0.0656 -0.116
O 0.1052 -0.0019 -0.0141
O -0.0841 -0.0158 0.0642
O 0.0043 0.0112 0.0805
O -0.0262 0.0427 0.0498
O -0.0425 -0.0126 0.1222
O 0.0894 0.1104 -0.0136
O 0.0482 0.1207 -0.1391
O 0.0408 0.0062 -0.0035
O 0.0357 0.0451 0.0586
O 0.0824 -0.0014 0.0676
O -0.0185 0.0344 0.1101
O 0.0621 0.0173 0.362
O -0.0835 -0.3012 -0.1104
O -0.0099 0.1166 0.4412
O 0.1233 -0.1185 0.0688
O 0.0503 -0.0177 0.2612
O 0.0182 -0.0496 -0.1177
O 0.0643 -0.0041 0.0355
O -0.2459 -0.0507 -0.1435
O 0.0878 -0.1328 0.1334
O 0.0377 -0.0632 -0.0027
O 0.0205 -0.0229 -0.1289
O -0.0997 0.0478 0.0567
O 0.011 -0.0401 0.0462

The program warned: the cutoff lies below the one the program advises for these potential files.
